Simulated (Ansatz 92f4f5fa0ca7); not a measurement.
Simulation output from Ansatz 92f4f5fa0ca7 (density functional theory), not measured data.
Periodic cell of 254 atoms, Si144O106N4, from a study of silicon, its oxide and their interface. The atomic structure is a simulated model.

Settings: functional r2SCAN; potential files Ansatz norm-conserving; basis plane waves; wave-function cutoff 1300 eV; density cutoff ratio 4; exchange-correlation grid ratio 1; k mesh 2 x 2 x 1, shifted by 0.5 0.5 0.5 of a step; self-consistency stop 5e-08 eV per atom in the density residual; occupations Fermi-Dirac, 0.05 eV; spin none; net charge 0.

Cell vectors (angstrom)
a  10.888  0  0
b  0  10.888  0
c  0  0  36.1694

Atoms: element, x, y, z (angstrom)
Si  -0.5827  0.5185  -0.0013
Si  2.4105  3.1157  0.0305
Si  0.0691  5.2122  0.0069
Si  2.6351  8.0755  0.0044
Si  5.6391  -0.1981  -0.0127
Si  8.1361  2.6749  0.4222
Si  5.9308  4.8511  0.0468
Si  7.9351  8.5395  -0.007
Si  1.2188  1.4781  1.2573
Si  4.1013  4.0768  1.3729
Si  1.278  6.7582  1.3509
Si  3.991  9.55  1.2579
Si  6.6932  1.2626  1.5305
Si  9.5512  4.1138  1.5368
Si  6.8374  6.7675  1.1877
Si  9.4194  9.6869  1.3805
Si  0.0154  2.7343  2.8288
Si  2.6342  0.0641  2.5979
Si  -0.0545  8.2303  2.647
Si  2.7343  5.4683  2.7224
Si  5.339  2.688  2.7994
Si  8.1074  -0.0078  2.8784
Si  5.392  8.1162  2.589
Si  8.1515  5.5446  2.7334
Si  1.4024  4.0962  4.1149
Si  3.9799  1.3296  4.0957
Si  1.3333  9.5657  4.0181
Si  4.0811  6.8298  4.069
Si  6.7809  4.1138  4.0623
Si  9.5141  1.3744  4.1578
Si  6.7323  9.4401  4.0765
Si  9.5116  6.8757  4.0831
Si  -0.0039  -0.006  5.4746
Si  2.6977  2.7082  5.4897
Si  0.001  5.4749  5.4069
Si  2.7134  8.2085  5.3974
Si  5.402  -0.0256  5.4068
Si  8.1539  2.7649  5.4515
Si  5.4254  5.4521  5.4527
Si  8.1263  8.1593  5.4714
Si  1.3517  1.3568  6.8591
Si  4.0854  4.0578  6.8156
Si  1.362  6.8225  6.7565
Si  4.0757  9.5369  6.7978
Si  6.7852  1.361  6.7606
Si  9.5671  4.0894  6.7967
Si  6.7972  6.7907  6.8412
Si  9.493  9.5262  6.8151
Si  0.021  2.7393  8.2266
Si  2.7569  0.0058  8.1858
Si  -0.0036  8.1525  8.1304
Si  2.6991  5.4344  8.124
Si  5.447  2.6844  8.1717
Si  8.1485  0.0343  8.1598
Si  5.4402  8.2038  8.177
Si  8.1954  5.4088  8.1502
Si  1.4413  4.0795  9.6023
Si  4.1333  1.3239  9.5939
Si  1.3691  9.5177  9.4695
Si  4.0402  6.8088  9.4516
Si  6.8233  4.0539  9.4919
Si  9.5253  1.3585  9.5532
Si  6.7898  9.5968  9.5606
Si  9.572  6.752  9.4941
Si  0.0938  0.0035  10.8589
Si  2.8961  2.7509  10.9852
Si  0.0299  5.4231  10.9396
Si  2.6476  8.105  10.8286
Si  5.4187  -0.0229  11.075
Si  8.1185  2.6863  10.9102
Si  5.4743  5.5094  10.7409
Si  8.2376  8.1913  10.7564
Si  1.4606  1.3685  12.2534
Si  4.3609  4.1818  12.2938
Si  1.3698  6.8085  12.3272
Si  3.9622  9.3544  12.2692
Si  6.9092  1.3205  12.4304
Si  9.4795  4.0553  12.2162
Si  6.8169  6.8966  12.059
Si  9.6882  9.3948  12.1219
Si  -0.0802  2.6334  13.5186
Si  2.7105  -0.1067  13.662
Si  -0.0367  8.1122  13.7215
Si  2.8711  5.484  13.5602
Si  6.7741  2.17  14.7587
Si  8.2643  -0.2548  13.4036
Si  5.3862  7.9951  13.5992
Si  7.9898  5.4211  13.4143
Si  1.4846  3.9563  14.5933
Si  5.1495  0.7664  15.6217
Si  1.0547  9.7911  15.0787
Si  4.729  6.0909  14.9749
Si  6.0306  4.2962  14.1183
Si  9.5789  1.047  14.7936
Si  6.8901  9.297  14.7953
Si  9.0191  6.9895  14.8531
Si  10.9293  -10.7297  28.0197
Si  9.705  -6.0927  29.2348
Si  3.971  -0.418  29.7444
Si  -6.7368  17.7764  27.9867
Si  12.4512  -8.5845  18.9927
Si  8.3986  12.7807  17.4732
Si  6.0458  6.1311  25.8844
Si  17.9175  -9.2808  26.7675
Si  3.0206  13.4914  16.571
Si  4.2014  5.2378  17.8226
Si  28.8429  -0.3056  22.631
Si  23.7553  -2.7973  22.5474
Si  6.9737  -0.5472  17.5841
Si  14.9172  -7.2348  20.0366
Si  21.6778  5  26.3521
Si  -0.5999  -4.0798  23.8766
Si  17.1082  -35.1875  29.8022
Si  15.9123  15.5526  30.8223
Si  4.0628  4.1672  24.5703
Si  10.96  16.6705  16.8545
Si  28.4018  -4.1989  32.3571
Si  12.2929  -0.0278  22.4499
Si  25.2609  0.864  20.5992
Si  2.5663  5.2583  22.0913
Si  -0.8911  -8.898  25.8053
Si  2.9255  -0.9406  24.5552
Si  -9.5414  19.4335  17.769
Si  8.0563  -11.9393  27.717
Si  12.6659  -1.8998  31.4203
Si  5.5306  9.3964  20.1817
Si  -2.9493  8.4669  24.8447
Si  9.6976  1.4583  22.7588
Si  -6.4806  6.3802  34.1838
Si  5.1183  1.3197  24.2232
Si  -0.9291  -0.4773  17.2712
Si  14.4414  -8.8317  31.2656
Si  -0.0543  6.8087  31.2713
Si  -19.0571  -15.5498  31.8807
Si  -1.6176  -4.0604  33.9595
Si  2.6407  4.3633  27.264
Si  28.5741  -6.6766  28.3072
Si  12.1687  -0.8688  34.2747
Si  9.9265  -7.041  19.0849
Si  12.0204  -8.2288  29.4799
Si  14.1261  -14.3885  19.8979
Si  3.6271  -20.6482  34.2498
Si  10.3399  -6.4224  21.9065
Si  13.4413  -1.5447  27.5519
O  -4.1011  5.3045  27.0925
O  -7.079  7.2598  35.3846
O  5.4081  -3.6111  33.2717
O  10.5748  3.4988  25.7753
O  15.3322  2.7529  23.8662
O  -11.752  -5.6132  27.7357
O  -5.603  -5.7175  34.7669
O  9.4554  -22.2322  28.2843
O  3.5675  -9.6648  32.6513
O  8.855  -2.7927  34.8795
O  10.0772  -5.1251  34.8959
O  7.0387  -3.7531  25.0939
O  4.8735  7.0486  26.5422
O  -0.2145  4.8802  18.1284
O  3.1942  -5.1621  33.3397
O  2.5073  13.6151  15.0492
O  1.9131  9.2384  16.3935
O  3.4356  4.1199  16.9394
O  3.8272  15.4769  21.3166
O  2.5381  10.9252  34.7113
O  4.4534  2.1598  20.4643
O  6.2995  9.4999  18.7662
O  24.3055  3.5263  19.4195
O  3.3411  6.1755  18.8205
O  8.6083  14.153  18.3124
O  7.0081  -10.7228  27.4955
O  34.733  -8.3454  30.8072
O  4.3648  -0.3974  20.2327
N  6.0977  10.2439  16.0914
O  9.2534  -13.7395  23.9983
O  26.5029  18.8707  20.2124
O  13.6782  11.6226  22.0494
O  5.2823  -14.5303  29.0967
O  -2.4208  -1.1318  17.3133
N  10.5875  -0.1348  15.6894
O  -6.8239  11.2896  14.4717
O  23.2358  -5.6441  26.6241
O  13.6966  7.8437  31.9196
O  1.349  -1.5099  21.7668
O  3.1734  -2.1607  23.4821
O  1.7008  2.1512  17.3895
O  7.8924  8.0867  15.3189
O  31.4134  -17.1383  20.4504
O  1.0964  -17.2298  21.8822
O  13.5843  -1.6241  25.9706
O  11.7427  4.8555  15.801
O  11.8288  7.0483  17.3239
O  11.4181  12.072  29.1781
O  17.9817  1.0452  17.9862
O  19.2857  0.5892  22.3049
O  -1.3203  6.2954  16.2195
O  0.0738  -8.2372  19.4634
O  13.4931  -0.9037  30.483
O  6.1689  5.2718  31.7631
O  -8.6952  11.8436  19.6111
N  19.2017  1.9224  15.7247
N  13.4239  -3.9899  21.4369
O  20.6004  11.8966  17.8599
O  31.605  -9.544  24.352
O  -5.0033  -21.014  22.9128
O  8.5533  2.0464  26.4973
O  15.9148  -6.5674  18.9174
O  14.6153  -5.2482  30.7793
O  0.0477  20.3459  18.1288
O  -16.3922  5.0799  24.8377
O  7.892  -4.5704  33.2905
O  21.8759  0.7948  22.0476
O  19.0755  4.2493  29.1519
O  2.3352  8.4768  19.0498
O  -0.5915  -15.6792  25.3106
O  6.604  -12.1244  21.3706
O  26.0135  -9.3501  16.7654
O  10.7611  3.6584  29.7074
O  13.7707  -3.0103  28.1547
O  11.9524  -11.9703  27.9343
O  8.3115  -12.683  26.2957
O  -0.074  -0.1404  34.7604
O  1.267  4.1909  35.6748
O  -4.6943  1.5474  25.402
O  -1.0742  -4.8359  30.2742
O  -1.0737  -16.0723  22.7949
O  5.2678  -1.269  30.1866
O  1.2018  9.8031  32.6895
O  15.0817  -9.7639  30.1168
O  15.7244  6.1876  16.6516
O  -0.6873  -3.6697  32.7046
O  14.3279  14.6229  26.0105
O  -7.8878  5.0248  23.6565
O  6.4489  2.7489  27.7298
O  -1.7216  1.6554  35.7599
O  0.8668  -3.5237  23.4783
O  12.9378  -18.5591  28.2492
O  9.7546  3.0416  22.4231
O  10.9599  1.0107  26.6453
O  15.9379  0.6143  34.8504
O  6.8926  -3.146  31.1492
O  22.3266  -2.6801  30.6785
O  4.0876  0.1615  24.6771
O  18.2942  8.8259  28.8024
O  18.1292  -12.1602  23.9282
O  14.471  -16.3921  28.0743
O  12.0878  -5.0855  31.5459
O  3.1876  -8.3409  34.8796
O  -7.2141  10.3544  28.1577
O  -9.3409  -0.2212  24.0552
O  16.5144  -6.4322  29.3684
O  7.0894  3.7287  35.8432
O  6.7601  -12.1889  35.6537
O  1.5389  -13.1447  35.0745
O  4.5413  -18.4848  31.4896

Results
free energy: -67330.103 eV
free energy less fixed offsets of N -289.75, O -463.61, Si -117.95 eV per atom: -43.643 eV
pressure: -0.42 GPa
stress xx, yy, zz, yz, xz, xy (GPa, positive in tension): 1.04, 0.28, -0.05, -0.29, 0.7, -0.02

Forces (eV/angstrom), in the order of the atoms: element, x, y, z
Si  -0.0047  0.0496  0.1669
Si  -0.0823  0.0151  0.0877
Si  0.0163  -0.0273  0.1385
Si  -0.0038  0.0375  0.0917
Si  0.0428  -0.0422  0.1103
Si  0.0226  -0.0043  0.0765
Si  0.0655  -0.0163  0.1429
Si  -0.0312  0.009  0.1129
Si  0.0356  -0.0296  -0.0017
Si  0.0104  0.0208  0.0299
Si  -0.009  0.0003  0.0101
Si  -0.041  0.0036  0.0065
Si  0.0297  0.0001  0.0026
Si  0.0084  -0.0234  -0.0173
Si  -0.0049  0.0229  0.003
Si  -0.0111  -0.0103  -0.0053
Si  -0.0352  0.0107  0.0144
Si  0.0037  0.0006  0.0047
Si  -0.0121  0.0047  0.0036
Si  -0.0299  -0.0034  -0.0063
Si  0.0001  -0.0206  0.0012
Si  0.009  0.0057  0.0163
Si  0.0295  0.0155  -0.0099
Si  0.0007  -0.0153  -0.0003
Si  0.0181  -0.0169  -0.0034
Si  -0.0021  -0.0083  0.0136
Si  -0.0081  0.0144  0.0096
Si  -0.0037  0.0049  0.0048
Si  0.013  0.0225  -0.0179
Si  0.0015  -0.0093  -0.0043
Si  -0.0186  0.0132  -0.0142
Si  0.0057  -0.0151  -0.0096
Si  -0.0019  0.0229  0.0038
Si  0.0027  0.026  0.005
Si  0.0071  0.0087  -0.0039
Si  0.0004  0.0026  0.0089
Si  -0.0037  -0.0126  0.0087
Si  0.0037  -0.0185  0.006
Si  -0.0034  -0.0056  0.0047
Si  -0.0139  0.0124  -0.0033
Si  0.0046  -0.0089  -0.0148
Si  -0.0187  -0.021  -0.006
Si  -0.0039  -0.0148  -0.0017
Si  0.0253  0.0201  -0.0094
Si  0.0016  0.0135  -0.0102
Si  -0.0061  0.0266  -0.0027
Si  0.0269  0.0172  0.0109
Si  -0.0022  -0.0197  0
Si  0.0233  -0.038  0.0177
Si  -0.0257  -0.0017  0.0057
Si  0.005  0.014  0.0042
Si  0.0109  -0.0004  0.0067
Si  0.0061  0.022  -0.0206
Si  0.0029  0.0053  0.0147
Si  -0.0568  0.0001  0.0052
Si  -0.0059  -0.0013  0.0148
Si  0.0107  0.0521  -0.0055
Si  0.0159  0.0016  0.035
Si  -0.022  -0.025  0.004
Si  0.0255  0.0124  -0.0125
Si  -0.0205  -0.032  0.0031
Si  -0.0248  0.0227  0.0121
Si  0.0413  0.0253  0.0033
Si  0.0284  -0.011  -0.0028
Si  0.0097  0.0383  0.0023
Si  -0.0142  0.0064  -0.04
Si  0.0028  -0.0029  0.015
Si  -0.011  0.0033  0.0243
Si  -0.0376  0.0247  0.0282
Si  0.0337  -0.003  -0.0123
Si  0.0337  -0.0266  0.0343
Si  -0.0122  -0.0451  0.0129
Si  -0.0071  -0.022  0.0136
Si  0.0162  0.0821  0.0128
Si  -0.012  0.0111  0.0149
Si  0.0149  0.0397  0.0278
Si  -0.009  0.0531  0.003
Si  -0.0079  0.0232  -0.0597
Si  -0.0391  -0.0321  -0.0987
Si  0.0948  0.0182  0.0453
Si  0.0469  -0.0202  -0.0283
Si  0.0205  -0.0553  -0.1162
Si  0.0201  -0.0344  -0.0781
Si  0.0178  -0.0082  0.0277
Si  0.178  0.1199  -0.0881
Si  -0.035  0.0661  -0.0018
Si  -0.0602  -0.049  0.0357
Si  0.0307  -0.1189  0.0173
Si  -0.012  0.0216  -0.246
Si  -0.0836  -0.1399  -0.1629
Si  -0.0391  -0.0547  -0.0999
Si  -0.1026  0.0416  -0.1113
Si  0.0155  -0.0828  -0.1958
Si  0.0396  0.0207  -0.0881
Si  -0.0887  -0.0965  -0.0494
Si  -0.0869  0.0819  -0.1465
Si  0.0391  -0.0119  0.1255
Si  0.0275  0.0703  0.2042
Si  -0.0318  0.0354  0.1879
Si  0.0072  0.0122  0.1716
Si  -0.0209  -0.0066  -0.2778
Si  -0.0239  -0.1332  -0.29
Si  -0.0106  -0.017  0.0615
Si  -0.0357  -0.0012  0.0526
Si  0.0495  -0.0284  -0.243
Si  0.0192  -0.0097  -0.317
Si  -0.0186  -0.053  -0.2073
Si  0.0283  -0.0521  -0.204
Si  -0.0717  0.0338  -0.3249
Si  0.0546  0.0301  -0.2855
Si  -0.0207  0.0208  0.1044
Si  0.0359  -0.0224  -0.0683
Si  0.0122  -0.0156  0.2555
Si  -0.0431  0.0344  0.2433
Si  -0.0762  0.0243  -0.0707
Si  0.0055  0.0121  -0.2606
Si  0.013  -0.0137  0.3083
Si  0.0138  0.0393  -0.15
Si  0.0348  0.0237  -0.2563
Si  0.0528  -0.0001  -0.1976
Si  0.019  -0.0303  -0.0211
Si  -0.0235  -0.0337  -0.0314
Si  -0.0046  0.0067  -0.2909
Si  0.0006  -0.064  0.126
Si  -0.02  -0.0338  0.239
Si  -0.0007  -0.0608  -0.307
Si  -0.0023  0.0456  -0.0226
Si  0.0141  0.0218  -0.136
Si  0.0426  -0.0151  0.2587
Si  0.0144  -0.0174  -0.0835
Si  0.0213  0.0641  -0.2787
Si  0.0472  -0.0699  0.2654
Si  0.0267  0.076  0.2537
Si  -0.0025  0.0143  0.2227
Si  0.0188  0.0195  0.2996
Si  -0.002  -0.0169  0.1262
Si  -0.0369  0.0203  0.1975
Si  -0.0172  0.0007  0.2407
Si  -0.032  -0.0294  -0.3449
Si  0.0507  0.0102  0.2026
Si  0.0108  -0.0339  -0.317
Si  0.0019  0.013  0.2687
Si  -0.0159  -0.0395  -0.2661
Si  0.019  0.0391  0.1408
O  -0.0052  0.0365  -0.0916
O  0.0362  -0.0682  -0.1117
O  0.0591  0.014  -0.1338
O  0.0018  -0.0134  -0.0167
O  0.0067  -0.0075  0.026
O  0.0339  -0.0028  -0.1182
O  -0.0588  0.0536  -0.1767
O  -0.0204  0.0084  -0.0456
O  0.0026  0.0501  -0.2489
O  0.0503  -0.0578  -0.1564
O  -0.0727  0.048  -0.1616
O  -0.0014  -0.0046  -0.0068
O  0.0325  -0.0045  -0.0718
O  -0.0399  -0.083  0.1838
O  -0.0488  -0.0061  -0.1508
O  0.12  -0.0227  0.1782
O  0.0143  -0.0142  0.1581
O  -0.0052  0.039  0.163
O  -0.0415  0.0325  0.1388
O  -0.0041  0.0077  -0.0999
O  0.0023  -0.0341  0.0819
O  -0.0888  -0.0362  0.2288
O  0.0225  0.0223  0.1082
O  -0.0507  0.0652  0.202
O  0.0808  0.0907  0.1804
O  0.0057  0.0257  -0.0344
O  -0.076  0.0218  -0.11
O  -0.0212  0.0347  0.104
N  0.0265  -0.0824  0.2057
O  -0.0066  0.0005  0.0227
O  0.0106  0.0315  0.0793
O  -0.0367  -0.0259  0.1414
O  -0.0433  -0.0303  -0.0981
O  0.039  0.0202  0.0882
N  -0.0616  0.02  0.206
O  0.0596  0.0533  0.1051
O  -0.0051  0.0158  -0.0328
O  -0.0077  0.024  -0.0943
O  -0.0109  -0.0153  0.0765
O  0.0063  0.0591  0.0779
O  -0.0608  0.0142  0.1868
O  0.015  0.0159  0.0914
O  0.0127  0.0522  0.2383
O  0.0052  -0.0038  0.0762
O  0.0009  0.003  -0.0484
O  -0.0654  0.0416  0.17
O  0.0227  0.0247  0.0938
O  -0.0297  -0.0334  -0.0741
O  -0.0041  0.0312  0.1353
O  -0.0084  0.0063  0.0415
O  0.0535  -0.0428  0.1713
O  -0.009  -0.0005  0.1057
O  0.0527  0.0325  -0.1194
O  -0.0188  -0.067  -0.1279
O  0.0413  -0.0413  0.1185
N  -0.116  0.061  0.1442
N  -0.0492  0.0167  0.1633
O  0.0559  0.0392  0.1813
O  0.0052  0.013  0.0768
O  -0.0289  0.0373  0.0788
O  0.0102  0.0072  -0.012
O  -0.026  -0.0684  0.1662
O  0.0474  -0.0207  -0.1199
O  -0.0228  -0.0179  0.1322
O  0.0324  0.0042  0.0084
O  -0.0734  -0.001  -0.1374
O  -0.0208  -0.0015  0.0648
O  -0.0357  -0.0197  -0.078
O  0.0688  -0.0358  0.165
O  -0.0102  0.0096  -0.0049
O  0.0728  0.0698  0.1714
O  -0.0736  -0.0458  0.1238
O  -0.0001  -0.0199  -0.0741
O  -0.0006  -0.0118  -0.049
O  -0.0237  0.0029  -0.0444
O  0.0027  -0.0116  -0.0322
O  0.0449  -0.0158  -0.1326
O  0.0382  -0.0012  -0.0562
O  0.0066  0.0093  0.019
O  -0.0422  -0.0896  -0.1376
O  -0.022  0.0526  0.0811
O  0.0101  -0.0184  -0.0785
O  0.0298  -0.0338  -0.2053
O  0.0139  -0.0281  -0.0979
O  0.0025  0.0039  0.2028
O  0.0688  -0.0152  -0.2188
O  0.0248  -0.005  -0.0324
O  0.0389  -0.0493  0.114
O  0.0085  -0.0354  -0.0564
O  0.0344  -0.0533  -0.0912
O  -0.0409  0.0091  0.0804
O  0.0204  0.029  -0.0918
O  -0.018  -0.0551  0.0838
O  -0.0118  0.036  -0.055
O  -0.0506  0.0579  -0.1424
O  -0.0248  0.0728  -0.1822
O  -0.0153  0.0053  -0.0808
O  0.002  0.0044  0.0291
O  0.0418  0.0355  -0.1078
O  0.0128  -0.0392  0.0675
O  -0.0181  -0.0142  -0.0445
O  -0.0298  -0.0091  -0.0978
O  0.0346  -0.0631  -0.1152
O  -0.0215  -0.0282  -0.1076
O  0.0122  -0.0027  0.0659
O  0.0718  -0.0061  -0.1551
O  -0.0619  0.0444  -0.0474
O  -0.0033  0.0104  -0.0417
O  -0.0335  0.0517  -0.0965
O  0.0192  0.0208  -0.0887
